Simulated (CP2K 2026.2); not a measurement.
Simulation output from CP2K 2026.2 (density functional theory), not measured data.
Periodic cell of 460 atoms, Si288O156N16, from a study of silicon, its oxide and their interface. The atomic structure is a simulated model.
Doubt: the forces sum to 1.92 eV/angstrom along one axis rather than to zero, so they err by at least 0.0042 eV/angstrom per atom on average; the grid cutoff is modest.

Settings
functional: PBE
method: Gaussian and plane waves
basis set: DZVP-MOLOPT-SR-GTH
pseudopotentials: GTH-PBE
grid cutoff: 350 Ry, relative cutoff 50 Ry
k points: Gamma only
occupations: fixed
spin: none
net charge: 0

Cell vectors (angstrom)
a	16.3356	0	0
b	0	16.3356	0
c	-4.0988	-6.9492	29.2121

Atoms and the computed forces on them: element, x, y, z (angstrom), force x, y, z (eV/angstrom)
Si	-3.045	8.226	29.158	0.215	-0.133	0.667
Si	4.216	1.215	0.076	-0.047	0.114	0.627
Si	-3.218	-2.647	28.992	0.377	-0.224	0.443
Si	3.784	7.05	0.419	-0.082	-0.13	0.63
Si	1.71	9.266	0.333	-0.19	-0.011	0.745
Si	4.093	12.073	0.088	-0.124	0.25	0.614
Si	2.474	8.558	28.854	0.205	-0.406	0.621
Si	5.368	-5.234	29.094	0.189	-0.346	0.531
Si	7.071	3.749	0.101	-0.123	0.228	0.743
Si	9.712	6.764	0.27	-0.03	-0.028	0.479
Si	6.214	9.753	0.135	0.297	-0.104	0.659
Si	9.564	11.927	0.078	-0.297	0.472	0.447
Si	12.521	14.636	0.043	-0.103	0.1	0.73
Si	11.228	-5.703	29.009	-0.316	0.105	0.659
Si	11.865	4.417	0.227	0.07	0.084	0.671
Si	15.038	6.596	0.078	-0.076	0.16	0.508
Si	12.037	9.879	0.206	0.38	-0.485	0.509
Si	14.704	12.398	0.112	0.153	-0.046	0.57
Si	2.67	-0.037	1.292	-0.016	0.003	-0.029
Si	5.459	2.676	1.425	0.03	-0.01	-0.055
Si	2.521	5.335	1.289	-0.023	-0.055	-0.028
Si	5.309	8.246	1.663	0.006	-0.001	-0.044
Si	2.742	10.906	1.616	0.02	-0.009	-0.036
Si	5.438	13.757	1.066	0.039	0.034	-0.027
Si	8.213	0.075	1.123	0.035	0.001	-0.071
Si	10.776	2.819	1.5	-0.052	0.026	-0.066
Si	8.123	5.455	1.388	-0.027	-0.05	-0.084
Si	10.966	8.213	1.524	0.039	0.048	-0.041
Si	7.965	10.828	1.355	-0.004	-0.031	-0.034
Si	10.817	13.583	1.289	-0.002	-0.019	-0.062
Si	13.654	0.06	1.145	0.026	0.013	-0.051
Si	-0.026	2.743	1.312	-0.018	0.056	-0.044
Si	13.585	5.421	1.456	0.003	-0.018	-0.064
Si	-0.052	8.126	1.385	0.024	-0.001	-0.079
Si	13.599	10.935	1.535	0.017	0.005	-0.065
Si	-0.064	13.65	1.341	0.014	0.009	-0.037
Si	1.38	1.396	2.662	0.014	-0.006	0.007
Si	4.021	4.076	2.658	0.004	0.02	0.008
Si	1.265	6.722	2.759	-0.018	0.011	0.018
Si	4.048	9.61	3.028	-0.028	-0.003	0.043
Si	1.287	12.306	2.758	-0.001	0.028	0.004
Si	4.079	14.965	2.619	0.014	-0.027	0
Si	6.86	1.313	2.699	-0.006	0.001	0.026
Si	9.426	4.133	2.852	-0.003	0.041	0.065
Si	6.775	6.805	2.771	0.035	0.009	0.044
Si	9.444	9.543	2.745	0.009	-0.002	0.038
Si	6.711	12.365	2.608	-0.03	-0.016	0.02
Si	9.488	15.018	2.577	0.009	-0.02	0.013
Si	12.263	1.364	2.605	0.017	-0.026	0.009
Si	14.935	4.017	2.749	-0.02	-0.004	0.038
Si	12.29	6.82	2.839	-0.021	-0.017	0.041
Si	14.978	9.517	2.773	0.008	-0.02	0.004
Si	12.146	12.283	2.785	0.008	0.025	0.015
Si	14.942	15.067	2.674	-0.028	-0.023	0.008
Si	0.007	0.041	4.043	0.001	-0.019	-0.008
Si	2.733	2.708	4.071	0.004	-0.006	-0.012
Si	-0.055	5.387	4.139	0.009	-0.007	-0.012
Si	2.637	8.117	4.151	0.023	-0.007	-0.023
Si	-0.025	10.908	4.117	-0.014	-0.007	-0.002
Si	2.73	13.642	4.057	0.017	-0.015	-0.007
Si	5.444	-0.032	4.029	0.018	-0.016	-0.001
Si	8.111	2.703	4.133	0	0.027	0.016
Si	5.379	5.428	4.061	-0.02	0.012	0.002
Si	8.157	8.153	4.123	0.012	0.019	0.008
Si	5.472	11.024	4.167	0.042	-0.015	-0.006
Si	8.133	13.66	3.986	-0.014	-0.023	0.005
Si	10.875	0.012	3.97	-0.012	0.024	-0.01
Si	13.576	2.671	4.078	0.001	0.025	0.016
Si	10.875	5.462	4.15	0.002	-0.011	0.009
Si	13.638	8.181	4.171	0.01	-0.022	0
Si	10.81	10.9	4.12	0	-0.024	-0.008
Si	13.572	13.679	4.046	-0.014	0.012	-0.004
Si	1.398	-1.39	10.875	-0.007	-0.016	-0.003
Si	4.17	1.384	10.911	0.007	0.016	-0.011
Si	1.402	4.103	10.923	-0.003	0.01	0.005
Si	4.136	6.821	10.981	0.001	0.002	0.008
Si	1.459	9.501	10.907	0.013	0.016	-0.009
Si	4.081	12.161	10.893	-0.006	-0.021	-0.02
Si	6.824	-1.401	10.919	-0.012	0.009	-0.007
Si	9.542	1.362	10.893	0.011	0.007	0.011
Si	6.83	4.066	10.991	-0.001	0.004	-0.01
Si	9.485	6.761	10.866	0.004	-0.002	0.009
Si	6.818	9.515	10.902	-0.03	-0.005	-0.004
Si	9.555	12.297	10.862	-0.002	0.002	-0.015
Si	12.266	-1.338	10.872	0.007	0.008	0.003
Si	-1.345	1.354	10.852	0.002	0.006	-0.004
Si	12.303	4.05	10.824	0.005	0.002	-0.001
Si	-1.276	6.836	10.84	-0.005	0.019	-0.006
Si	12.21	9.52	10.832	0.007	0.016	-0.011
Si	-1.383	12.276	10.772	-0.006	-0.007	0.002
Si	2.829	-0.029	12.187	0.003	-0.023	-0.017
Si	5.485	2.703	12.389	-0.02	-0.01	-0.005
Si	2.743	5.469	12.334	0.012	0.028	-0.022
Si	5.534	8.175	12.367	-0.011	-0.023	-0.03
Si	2.794	10.812	12.363	0.012	0.014	-0.012
Si	5.482	-2.872	12.22	0.034	-0.01	-0.031
Si	8.167	0.006	12.259	0.016	0.001	-0.033
Si	10.974	2.701	12.216	0	-0.032	-0.029
Si	8.204	5.434	12.353	-0.005	0.001	0.008
Si	10.862	8.112	12.17	-0.007	0.008	-0.022
Si	8.209	10.915	12.181	-0.014	0.001	-0.029
Si	10.9	-2.676	12.24	0.013	-0.001	-0.011
Si	13.627	0.027	12.231	0.002	0.014	-0.006
Si	0.028	2.693	12.206	-0.006	-0.002	-0.021
Si	13.7	5.437	12.109	-0.012	-0.003	-0.023
Si	0.122	8.13	12.247	0.021	-0.045	-0.003
Si	13.539	10.971	12.098	-0.036	0.003	-0.018
Si	0	-2.79	12.165	0.008	-0.016	-0.035
Si	1.473	1.358	13.502	0.002	0.024	0.035
Si	4.13	4.127	13.714	0.016	0.039	0.059
Si	1.411	6.822	13.793	0.011	0	0.065
Si	4.205	9.517	13.82	0.019	-0.018	0.063
Si	1.281	12.131	13.593	-0.035	0.002	0.033
Si	4.106	-1.518	13.508	-0.048	0.011	0.038
Si	6.824	1.276	13.745	0.008	0.016	0.057
Si	9.646	4.041	13.608	0.013	-0.024	0.049
Si	6.924	6.837	13.783	-0.024	0.017	0.052
Si	9.546	9.547	13.498	0.015	-0.005	0.021
Si	6.89	12.176	13.643	-0.014	0.012	0.046
Si	9.579	-1.307	13.608	0.015	0.032	0.042
Si	12.311	1.371	13.658	-0.012	0.01	0.044
Si	-1.294	4.132	13.52	0.016	-0.001	0.032
Si	12.263	6.7	13.429	-0.025	-0.001	0.042
Si	-1.355	9.584	13.285	0.01	0.034	0.017
Si	12.241	12.318	13.599	0.04	-0.037	0.037
Si	-1.307	-1.35	13.487	0.004	0.008	0.028
Si	0.323	-0.228	14.734	-0.165	0.091	-0.656
Si	2.513	2.918	14.92	0.236	-0.122	-0.621
Si	0.248	5.14	15.005	-0.169	0.289	-0.586
Si	3.036	7.935	15.146	-0.117	0.165	-0.608
Si	-0.46	11.066	14.825	0.358	-0.171	-0.582
Si	2.405	-2.571	14.779	0.202	-0.125	-0.652
Si	5.699	-0.506	14.88	-0.011	0.194	-0.592
Si	8.536	2.44	14.907	-0.19	0.041	-0.672
Si	5.285	5.719	15.062	0.117	-0.163	-0.671
Si	8.196	8.442	15.027	0.073	-0.23	-0.563
Si	5.905	10.607	15.12	-0.221	0.127	-0.601
Si	8.087	-2.565	14.88	0.102	-0.104	-0.515
Si	10.728	0.223	14.995	0.22	-0.134	-0.641
Si	13.501	3.027	14.85	0.063	-0.257	-0.627
Si	11.25	5.185	14.919	-0.225	0.172	-0.646
Si	13.47	8.355	14.474	0.137	-0.262	-0.519
Si	11.16	10.609	14.803	-0.357	0.446	-0.466
Si	13.855	-2.845	14.822	-0.238	0.167	-0.614
Si	0.987	-1.731	27.489	-0.029	-0.179	0.017
Si	6.862	4.382	24.193	-0.012	-0.003	0.122
Si	4.328	8.586	23.177	0.13	0.173	0.047
Si	0.704	11.643	18.984	-0.052	-0.139	0.127
Si	4.865	11.154	18.033	0.002	0.065	-0.055
Si	9.396	0.103	26.625	0.069	-0.065	-0.006
Si	7.214	1.037	20.791	-0.033	0.117	0.186
Si	8.069	3.678	19.738	0.072	-0.038	-0.032
Si	-2.379	-0.015	24.22	0.038	0.063	-0.071
Si	10.412	7.296	17.072	0.335	0.195	0.044
Si	13.3	9.407	19.651	-0.002	-0.027	-0.225
Si	6.913	-1.549	19.052	0.038	-0.108	0.151
Si	9.014	-3.086	17.745	-0.03	-0.008	0.07
Si	8.26	-5.571	24.674	0.46	0.026	-0.111
Si	2.542	-3.906	23.88	0.048	-0.098	0.032
Si	1.339	8.011	22.286	-0.041	-0.111	0.058
Si	7.3	-2.946	24.336	-0.114	-0.017	0.187
Si	-2.293	-2.244	22.619	0.06	0.092	-0.28
Si	2.9	3.843	22.436	0.022	-0.03	-0.007
Si	7.715	2.665	26.399	-0.198	0.166	-0.1
Si	5.118	1.077	26.758	-0.093	0.175	-0.149
Si	-0.061	2.93	19.096	0.025	0.132	-0.049
Si	7.11	-4.078	27.003	-0.241	-0.265	-0.144
Si	13.159	-4.433	21.178	0.064	0.129	0.206
Si	11.436	-5.463	23.788	-0.273	0.186	-0.198
Si	-1.373	1.25	16.907	-0.045	0.058	0.019
Si	-1.903	6.219	26.973	-0.179	-0.2	-0.189
Si	4.357	-0.534	17.705	0.092	0.04	0.133
Si	10.95	-2.252	22.192	-0.103	0.302	-0.008
Si	6.67	3.712	16.971	-0.005	-0.012	0.006
Si	7.315	-4.43	19.718	0.212	0.061	0.171
Si	4.08	8.218	26.041	-0.08	0.063	-0.071
Si	2.753	4.082	19.313	-0.138	-0.069	0.14
Si	13.556	7.751	17.353	-0.28	0.229	0.193
Si	-0.886	7.203	24.19	-0.051	0.152	-0.072
Si	9.74	3.853	24.35	-0.172	0.019	0.055
Si	5.326	2.049	22.716	-0.123	0.018	-0.053
Si	-0.408	-3.931	24.229	0.146	-0.031	-0.109
Si	4.947	4.049	26.399	0.133	-0.165	-0.039
Si	8.93	-4.475	22.297	-0.012	-0.439	-0.096
Si	12.603	6.66	21.095	-0.003	0.02	0.072
Si	-2.131	4.879	22.774	-0.106	0.065	-0.034
Si	2.773	-2.99	17.738	0.023	-0.062	0.012
Si	0.55	0.869	24.412	0.03	-0.082	0.165
Si	4.169	2.293	17.455	-0.023	-0.015	0.065
Si	-0.904	5.678	17.968	0.025	-0.073	0.031
Si	4.973	-2.994	22.632	0.114	0.129	0.079
Si	6.323	10.739	22.168	0.197	-0.023	-0.111
Si	4.685	-2.973	25.471	0.214	-0.292	-0.094
Si	12.715	-0.964	17.069	-0.1	-0.051	0.016
Si	4.375	5.96	24.269	0.059	-0.072	-0.038
Si	2.818	-0.422	25.35	0.12	0.116	-0.024
Si	9.97	5.919	19.794	-0.128	0.065	0.007
Si	1.443	6.829	19.558	-0.051	-0.02	0.091
Si	12.252	5.432	25.038	0.095	-0.043	-0.04
Si	0.834	10.893	22.024	0.112	0.107	0.061
Si	2.524	2.228	26.34	-0.095	-0.045	-0.28
Si	11.564	1.61	25.15	0.079	-0.245	0.008
Si	6.903	9.277	26.949	-0.282	0.28	-0.077
Si	6.55	-0.52	23.054	-0.032	-0.07	0.046
Si	11.557	-2.376	19.446	-0.114	-0.019	0.143
Si	2.539	9.227	17.992	-0.049	-0.006	-0.076
Si	12.599	7.992	23.773	0.159	0.047	-0.233
Si	11.377	-1.352	25.013	0.08	0.065	-0.122
Si	8.395	5.265	22.066	0.097	0.139	-0.085
Si	11.926	10.008	17.392	0.076	-0.196	0.129
Si	6.832	-1.327	27.039	-0.019	-0.091	0.236
Si	-0.012	2.822	22.201	0.15	0.203	-0.019
Si	-1.277	-3.884	27.059	-0.273	0.13	-0.068
Si	11.908	-3.917	26.545	0.294	-0.082	0.002
Si	-1.531	10.436	17.475	-0.124	-0.197	-0.001
Si	12.436	3.84	27.299	0.01	0.136	-0.224
Si	1.373	15.011	5.417	0.004	0.009	-0.008
Si	4.101	1.344	5.424	0.028	0.024	0.002
Si	1.374	4.054	5.455	0.009	0.018	0.002
Si	4.059	6.782	5.456	-0.002	0.005	0.014
Si	1.32	9.528	5.481	-0.02	-0.004	0.007
Si	4.06	12.316	5.491	-0.011	-0.02	0.024
Si	6.796	14.974	5.42	-0.002	-0.008	-0.013
Si	9.542	1.354	5.406	0.011	-0.012	0.001
Si	6.736	4.067	5.453	-0.003	0.004	0.018
Si	9.517	6.818	5.5	-0.009	-0.01	0.021
Si	6.812	9.56	5.453	-0.007	0.024	0.001
Si	9.463	12.298	5.417	0.014	0.007	0.027
Si	12.212	15.012	5.4	0.001	-0.014	0.006
Si	14.98	1.362	5.434	-0.022	-0.006	0.005
Si	12.242	4.059	5.455	-0.006	0.014	0.006
Si	14.975	6.788	5.506	-0.002	0.015	0.015
Si	12.224	9.548	5.467	-0.038	0.009	0.011
Si	14.934	12.295	5.42	-0.005	0.007	-0.011
Si	2.737	0.005	6.812	0.005	-0.025	0.006
Si	5.429	2.701	6.837	-0.012	0.01	0.011
Si	2.738	5.414	6.826	-0.006	0.011	0.02
Si	5.441	8.158	6.78	-0.016	0.007	-0.002
Si	2.722	10.887	6.807	0.026	-0.021	0.005
Si	5.449	13.646	6.833	0.006	-0.017	0.015
Si	8.175	0.005	6.772	0.006	0.005	-0.003
Si	10.876	2.702	6.802	0.012	0.005	0.008
Si	8.131	5.427	6.806	0.004	0.011	0.007
Si	10.888	8.177	6.845	0.025	0.001	0.02
Si	8.154	10.914	6.815	-0.003	-0.013	0
Si	10.86	13.64	6.761	-0.014	-0.005	0.006
Si	13.601	0.006	6.767	-0.005	0.005	-0.001
Si	0.019	2.701	6.812	-0.004	-0.001	0.003
Si	13.601	5.423	6.829	-0.002	-0.012	0.006
Si	0.003	8.156	6.853	0.005	-0.003	0.009
Si	13.603	10.924	6.802	0.001	-0.004	-0.001
Si	0.011	13.621	6.771	-0.005	-0.006	0.004
Si	1.389	1.362	8.194	0.009	0.015	-0.013
Si	4.099	4.077	8.214	-0.004	0.001	0.002
Si	1.407	6.8	8.183	0.005	0.006	-0.002
Si	4.097	9.51	8.142	0.003	-0.007	0.002
Si	1.364	12.248	8.159	-0.012	-0.005	-0.01
Si	4.1	-1.344	8.2	0.004	0.008	-0.008
Si	6.834	1.356	8.173	0.008	-0.001	-0.004
Si	9.509	4.068	8.158	-0.001	-0.006	-0.001
Si	6.779	6.789	8.175	-0.001	0.006	-0.01
Si	9.506	9.544	8.172	0.01	0.02	-0.005
Si	6.793	12.254	8.186	-0.019	-0.012	-0.005
Si	9.522	-1.348	8.146	0.007	0.002	-0.012
Si	12.252	1.348	8.146	0.004	0.003	-0.01
Si	15.006	4.077	8.158	-0.003	0.016	-0.016
Si	12.253	6.797	8.192	-0.004	0.008	-0.007
Si	14.978	9.546	8.163	-0.003	0.002	-0.01
Si	12.224	12.283	8.132	-0.004	-0.006	-0.011
Si	14.984	-1.34	8.116	-0.008	0.001	-0.021
Si	0.021	-0.026	9.519	-0.017	-0.006	-0.015
Si	2.756	2.724	9.575	-0.016	-0.002	-0.009
Si	0.049	5.43	9.516	0.009	-0.002	-0.009
Si	2.796	8.145	9.542	0.011	-0.003	0.009
Si	0.037	10.866	9.539	0.007	-0.016	-0.003
Si	2.749	13.579	9.531	0.02	-0.007	-0.02
Si	5.492	-0.004	9.553	-0.002	0.001	-0.01
Si	8.171	2.731	9.562	-0.002	-0.005	-0.01
Si	5.462	5.43	9.605	-0.005	-0.002	-0.003
Si	8.147	8.15	9.518	-0.004	0.013	-0.011
Si	5.447	10.844	9.52	0.005	-0.002	-0.006
Si	8.174	13.628	9.512	0	-0.009	-0.02
Si	10.884	0.002	9.516	0.008	-0.002	-0.009
Si	13.642	2.696	9.475	-0.003	-0.001	-0.024
Si	10.88	5.416	9.522	0.019	0.009	-0.007
Si	13.635	8.182	9.521	-0.008	0.002	-0.015
Si	10.874	10.911	9.497	0.006	-0.014	-0.02
Si	13.603	13.659	9.458	-0.013	-0.021	-0.019
O	1.379	-1.376	15.229	-0.085	0.042	0.382
O	9.809	6.921	18.541	-0.257	0.138	0.015
O	1.352	3.982	15.37	-0.138	0.072	0.208
O	-1.966	2.543	16.145	0.152	0.295	0.202
O	-0.844	11.49	18.509	-0.191	0.541	0.109
O	-1.438	3.458	22.593	-0.425	-0.284	0.048
O	11.214	4.536	28.112	-0.373	-0.035	-0.159
O	1.338	-3.322	18.399	-0.407	0.421	0.169
N	7.932	-4.089	25.491	0.269	-0.107	0.079
O	2.379	8.577	16.508	-0.544	0.093	-0.147
O	3.794	2.551	22.883	-0.384	-0.314	0.261
O	1.869	-0.047	24.068	0.292	-0.028	-0.405
O	5.355	-4.326	21.789	-0.131	-0.209	-0.453
O	4.767	-0.199	16.179	-0.039	0.339	-0.199
O	8.014	3.302	16.189	0.399	0.145	0.187
N	-2.933	-3.478	27.409	0.051	0.075	-0.021
O	12.343	9.485	14.808	0.003	-0.007	-0.006
O	7.044	9.494	15.56	-0.049	-0.146	0.43
N	3.613	0.975	25.934	0.079	0.056	-0.102
N	6.782	-1.248	28.75	0.005	0.114	0.126
O	1.113	4.012	28.894	0.273	0.202	-0.372
O	-0.242	0.495	16.065	0.428	0.16	0.203
O	-0.135	2.539	20.639	-0.162	-0.38	-0.016
O	13.303	-2.193	16.206	-0.071	-0.161	0.301
O	0.662	-0.583	28.546	0.499	0.192	0.25
O	5.022	5.027	27.706	-0.044	0.386	-0.085
O	-1.057	6.935	25.774	0.209	0.288	0.339
O	6.895	-1.53	15.37	-0.11	0.013	0.186
O	10.495	-1.583	23.606	-0.708	0.136	0.219
O	6.086	-0.115	26.31	0.176	-0.166	-0.684
O	-0.903	4.261	18.733	-0.543	-0.015	0.237
O	3.051	2.22	16.293	-0.096	-0.156	0.174
O	6.353	3.163	23.253	0.264	-0.064	-0.12
N	5.943	2.604	26.494	0.048	0.077	0.016
O	9.117	6.381	21.126	-0.025	0.541	-0.011
O	2.868	-3.317	16.154	0.004	-0.616	-0.142
O	9.186	8.024	16.275	0.012	0.222	0.362
N	11.879	8.226	17.219	-0.143	-0.034	-0.181
O	7.673	0.233	22.137	0.748	0.082	0.292
O	13.088	7.997	20.361	0.041	-0.025	-0.011
O	-0.724	-4.949	28.137	-0.119	-0.054	0.129
O	12.28	9.421	28.644	0.098	0.09	-0.307
O	-1.33	1.206	28.962	-0.18	-0.196	-0.362
O	9.5	6.54	28.755	-0.035	-0.13	-0.605
O	-2.827	3.198	28.273	0.229	0.214	-0.17
O	8.397	2.951	27.849	0.537	0.185	-0.074
O	6.943	-2.858	20.011	-0.038	0.05	0.523
O	10.804	10.708	16.438	-0.543	0.289	0.413
O	2.188	-5.19	22.929	0.352	-0.425	-0.003
O	-2.54	5.605	21.383	0.257	-0.071	-0.43
O	12.536	-1.42	18.603	0.398	0.102	0.056
O	1.298	3.69	22.613	-0.054	0.44	0.409
O	5.496	-1.484	18.312	-0.062	-0.245	0.143
O	3.455	-4.071	25.245	-0.248	-0.219	0.376
O	1.232	-6.734	28.608	0.011	0.062	-0.179
N	8.175	3.772	25.143	0.028	0.126	0.235
O	5.624	2.493	16.771	0.298	-0.513	-0.207
O	4.154	6.799	15.59	0.024	-0.076	0.27
O	4.129	-4.204	28.709	0.076	0.065	-0.139
O	-0.837	5.489	27.945	-0.017	-0.072	-0.191
O	0.129	1.445	22.979	-0.275	-0.514	-0.443
O	8.144	-1.754	18.039	0.13	0.592	-0.43
O	-1.972	-3.32	21.438	0.444	0.017	-0.548
O	2.296	2.048	27.925	-0.051	-0.603	-0.142
O	9.481	4.413	19.395	0.287	-0.409	-0.302
O	10.129	-3.578	21.697	0.198	-0.148	-0.393
O	1.104	-3.345	24.392	-0.085	0.473	0.4
O	6.013	5.069	16.382	0.246	0.186	0.385
O	9.617	1.337	15.47	0.034	-0.001	0.519
O	-0.374	-5.016	23.029	-0.426	-0.322	-0.001
O	12.375	4.09	15.395	0.112	-0.135	0.56
O	8.434	-4.379	18.541	0.348	-0.582	-0.159
O	2.904	8.289	22.49	-0.079	-0.206	-0.378
O	3.361	-2.916	22.855	-0.384	0.521	-0.193
O	1.589	-0.925	26.266	-0.299	0.206	0.04
O	11.025	-1.498	20.743	-0.012	0.555	-0.037
O	-1.01	5.768	23.489	0.576	-0.306	0.022
O	12.268	-5.03	22.443	-0.144	-0.08	0.052
O	9.987	0.328	28.135	0.035	0.444	0.255
O	8.133	-3.481	28.127	0.432	0.038	0.04
O	-0.379	5.554	16.447	0.122	0.007	-0.021
O	8.033	-3.301	22.957	-0.165	0.272	-0.168
O	11.519	5.881	20.216	0.354	-0.297	-0.298
O	3.979	3.591	18.398	0.325	0.482	0.166
N	5.949	-2.808	26.673	-0.009	0.107	0.384
O	4.052	9.765	18.136	0.359	-0.373	0.135
O	10.754	10.849	0.138	0.007	-0.014	0.266
O	13.297	10.857	16.957	-0.207	0.52	-0.289
O	7.04	10.55	23.611	0.058	-0.285	0.187
O	10.729	4.887	25.138	-0.11	0.374	0.575
O	7.064	-0.104	19.696	0.071	0.165	-0.181
O	7.4	5.636	23.284	-0.361	0.466	0.221
O	8.011	9.61	25.782	0.581	-0.417	0.201
O	11.122	-2.558	26.074	-0.229	0.181	0.17
O	12.001	7.215	22.486	-0.671	0.128	-0.03
O	7.041	3.875	18.523	-0.448	0.052	-0.012
O	3.929	-1.558	25.269	0.327	0.144	-0.12
O	12.256	7.04	25.021	-0.28	0.267	0.553
O	-2.161	7.827	15.856	0.634	-0.25	-0.187
O	3.13	8.451	27.34	0.087	0.271	-0.061
O	3.907	-3.931	18.411	-0.059	-0.021	0.536
O	8.24	2.125	20.176	0.429	-0.278	-0.082
N	5.506	4.938	25.045	0.034	0.138	0.145
O	4.143	0.937	18.348	-0.069	-0.111	0.423
O	6.052	11.093	19.122	0.04	-0.406	0.358
O	5.046	7.135	23.369	0.734	-0.34	-0.294
N	6.356	-5.539	27.614	-0.062	0.126	-0.147
O	3.649	6.734	25.509	-0.441	-0.377	0.208
O	11.343	-0.454	16.356	-0.359	-0.145	0.204
O	5.277	9.481	22.2	-0.022	-0.115	-0.293
O	5.625	-1.567	22.169	-0.024	0.13	-0.546
O	-3.375	1.282	24.34	0.062	0.276	-0.183
O	1.183	6.837	21.169	-0.034	-0.344	0.237
O	11.888	2.61	26.39	-0.25	-0.202	0.098
O	12.887	4.759	23.702	-0.258	-0.512	-0.175
N	10.799	0.125	25.631	-0.046	0.067	0.067
O	-0.904	0.234	24.903	-0.005	-0.177	0.515
O	9.528	4.36	22.814	0.509	-0.21	-0.319
O	-2.556	7.442	27.818	0.063	0.069	-0.02
O	-2.459	10.552	20.622	0.39	0.127	0.094
O	12.458	-2.554	22.683	-0.049	-0.339	0.113
O	0.035	6.71	18.786	-0.252	0.352	-0.024
O	-2.115	8.161	23.678	0.04	0.328	-0.046
O	-0.471	10.25	16.253	0.183	-0.323	-0.044
O	-0.362	-2.543	27.152	-0.202	0.202	0.047
O	2.169	-2.704	27.987	0.299	-0.209	-0.298
O	5.432	11.314	16.519	-0.084	0.264	-0.073
O	3.38	3.612	26.148	-0.129	0.383	-0.241
O	2.383	5.619	19.068	0.237	0.086	-0.331
O	11.804	9.334	24.02	-0.439	-0.029	0.281
O	0.679	9.342	21.655	-0.165	-0.181	-0.347
O	-3.33	-1.171	24.905	0.273	-0.157	0.473
O	7.722	8.347	27.958	0.118	-0.222	-0.137
O	10.74	5.911	16.289	-0.229	-0.392	0.397
O	5.631	8.378	26.504	0.177	-0.191	0.285
O	10.483	-2.849	18.339	0.169	0.023	-0.258
O	3.014	-1.401	17.907	-0.495	0.395	0.389
O	2.243	8.153	19.144	0.33	-0.02	0.393
O	-2.146	-0.614	22.689	-0.053	0.271	-0.452
O	5.539	0.662	23.549	-0.231	0.053	0.355
O	-1.365	12.371	15.221	0.074	0.153	0.351
O	11.909	10.069	19.029	-0.572	0.218	0.342
O	-2.418	6.286	17.944	-0.523	-0.377	0.041
O	-1.385	-2.715	23.857	-0.038	0.515	0.396
N	7.773	11.107	21.191	0.015	-0.23	-0.207
O	8.441	-1.226	26.653	-0.002	-0.481	-0.262
O	8.413	1.252	26.065	0.025	-0.024	-0.558
O	12.031	-1.438	28.677	0.132	-0.091	-0.417
O	11.029	-4.828	27.604	-0.534	-0.06	-0.294
O	12.273	-3.704	20.031	-0.231	-0.268	-0.19
O	-1.017	-4.543	25.596	-0.332	-0.624	-0.14
O	13.74	0.257	17.148	0.059	0.169	0.006
O	12.029	-4.714	25.12	0.418	0.073	0.234
O	-0.674	1.704	18.274	-0.145	-0.447	0.012
O	1.512	3.168	18.82	0.322	-0.147	-0.244
O	1.519	10.438	18.276	0.006	0.133	-0.394
N	9.663	-5.392	23.615	0.025	-0.026	0.025
O	3.359	5.124	23.315	-0.146	0.104	-0.126
O	7.472	4.431	21.032	-0.665	0.091	-0.039
O	7.318	-1.301	24.258	0.317	0.387	0.352
N	-3.105	5.076	26.404	0.083	-0.089	-0.001
O	0.837	-4.662	20.605	0.236	0.558	0.115
N	-2.011	8.999	18.311	0.382	-0.122	0.251
N	5.656	-3.3	24.144	-0.14	-0.276	0.023
O	1.148	2.006	25.471	-0.248	0.488	0.224
O	10.509	2.433	24.234	-0.162	-0.291	-0.344
O	8.904	-3.262	16.138	0.058	-0.15	-0.114
O	0.563	7.743	23.699	0.406	-0.099	0.341
O	3.178	3.975	20.858	0.598	-0.009	-0.088
O	4.894	0.784	28.352	-0.467	0.164	0.152
O	4.007	9.165	24.692	0.021	0.699	0.013
O	5.785	1.74	21.174	-0.304	0.366	-0.422

Results
total energy: -103551.376 eV
total energy less fixed offsets of N -271.95, O -438.35, Si -107.03 eV per atom: 7.064 eV
